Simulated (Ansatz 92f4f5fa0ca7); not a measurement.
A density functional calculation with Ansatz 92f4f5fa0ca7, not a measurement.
Periodic cell of 214 atoms, Si131O81As2, from a study of silicon, its oxide and their interface. The atomic structure is a simulated model.

Settings
functional: PBE
potential files: Ansatz PAW
basis: plane waves
wave-function cutoff: 700 eV
density cutoff ratio: 5
exchange-correlation grid ratio: 1
k mesh: 2 x 2 x 1, shifted by 0.5 0.5 0.5 of a step
self-consistency stop: 5e-08 eV per atom in the density residual
occupations: fixed
spin: none
net charge: 0

Cell vectors (angstrom)
a, 10.938, 0, 0
b, 0, 10.938, 0
c, 0, 0, 31.5432

Atoms and the computed forces on them: element, x, y, z (angstrom), force x, y, z (eV/angstrom)
Si, 10.4304, 0.58, 24.3374, -0.0328, 0.0365, -0.0609
Si, 6.035, 10.5101, 24.1449, 0.0353, -0.0201, -0.0534
Si, 2.1275, 3.2512, 24.0849, -0.0512, 0.0221, -0.0509
Si, 8.6962, 2.2633, 24.3033, 0.0099, -0.0357, -0.0529
Si, 0.4975, 5.0586, 24.1667, 0.0289, -0.027, -0.0544
Si, 5.0508, 5.8996, 24.1977, -0.0316, 0.0149, -0.0511
Si, 3.3921, 7.6543, 24.1566, 0.0365, -0.0448, -0.059
Si, 7.8232, 8.8352, 23.9867, -0.0109, 0.0495, -0.0487
Si, 1.3386, 1.4831, 25.4562, 0.0006, 0.017, 0.0018
Si, 6.9125, 1.3072, 25.4926, 0.0027, -0.0221, -0.0254
Si, 4.0237, 4.1059, 25.3276, -0.0323, 0.0001, -0.001
Si, 9.6606, 4.1016, 25.4158, 0.0203, -0.0199, -0.0097
Si, 1.4933, 6.8211, 25.3637, 0.0154, -0.003, -0.002
Si, 6.8928, 6.9548, 25.2432, -0.0045, 0.025, 0.0062
Si, 4.2228, 9.5374, 25.3372, 0.0091, -0.0106, 0.0155
Si, 9.523, 9.6448, 25.4302, -0.0189, 0.0067, -0.0109
Si, 2.7764, 0.0062, 26.6445, 0.0111, -0.0069, 0.0422
Si, 8.2163, -0.0199, 26.9294, -0.006, -0.0077, -0.0061
Si, 0.0085, 2.7752, 26.9072, 0.0046, 0.0115, -0.0095
Si, 5.4476, 2.7381, 26.6682, -0.0258, 0.0081, 0.0695
Si, 2.7533, 5.4486, 26.8298, 0.0023, -0.0052, -0.0091
Si, 8.2224, 5.5265, 26.6298, -0.0163, 0.0172, 0.0728
Si, 0.0362, 8.2128, 26.6475, 0.0033, -0.0152, 0.0613
Si, 5.5424, 8.2048, 26.7875, 0.0149, 0.0036, -0.0148
Si, 4.1131, 1.3627, 28.0754, 0.0053, -0.0018, 0.0063
Si, 9.5816, 1.3799, 28.2231, 0.004, 0.0157, -0.031
Si, 1.3842, 4.1307, 28.2209, -0.0014, 0.0079, -0.0198
Si, 6.8384, 4.1339, 28.0289, 0.0049, 0.0049, 0.0048
Si, 4.1419, 6.8363, 28.1384, 0.0095, 0.0021, -0.0291
Si, 9.5991, 6.8483, 28.0543, 0.0019, -0.001, 0.003
Si, 1.3933, 9.5818, 28.046, 0.0086, -0.0042, 0.0181
Si, 6.8369, 9.5482, 28.2215, 0.0027, 0.001, -0.0206
Si, 0.0325, -0.0207, 29.4958, 0.0266, -0.025, -0.0164
Si, 5.4544, 0.0111, 29.5043, -0.0235, 0.0223, -0.0219
Si, 2.7561, 2.715, 29.4991, 0.0191, -0.0258, -0.0153
Si, 8.175, 2.7689, 29.4869, -0.0249, 0.0246, -0.0143
Si, -0.0181, 5.4964, 29.5054, -0.0195, 0.0201, -0.0198
Si, 5.4903, 5.4572, 29.4845, 0.0199, -0.0194, -0.0143
Si, 2.738, 8.2103, 29.4677, -0.027, 0.027, -0.0155
Si, 8.2372, 8.1727, 29.5009, 0.0209, -0.0199, -0.0165
Si, 1.3673, 1.3673, 30.8594, 0.1464, -0.1015, 0.1118
Si, 6.8362, 1.3673, 30.8594, -0.1102, 0.1484, -0.0546
Si, 4.1018, 4.1018, 30.8594, 0.1547, -0.089, 0.0149
Si, 9.5708, 4.1018, 30.8594, -0.1636, 0.1205, -0.0364
Si, 1.3673, 6.8362, 30.8594, 0.0217, 0.2182, -0.0891
Si, 6.8362, 6.8362, 30.8594, 0.1378, -0.152, 0.0639
Si, 4.1018, 9.5708, 30.8594, -0.1707, 0.0056, -0.0433
Si, 9.5708, 9.5708, 30.8594, 0.148, -0.1085, 0.059
Si, 2.7345, 0, 0.6835, 0.0812, -0.1331, 0.0637
Si, 8.2035, 0, 0.6835, -0.1782, 0.0864, -0.0583
Si, 0, 2.7345, 0.6835, -0.1865, 0.1118, -0.0474
Si, 5.469, 2.7345, 0.6835, 0.1238, -0.1259, 0.0458
Si, 2.7345, 5.469, 0.6835, -0.1605, 0.131, -0.0519
Si, 8.2035, 5.469, 0.6835, 0.0627, -0.2427, 0.0745
Si, 0, 8.2035, 0.6835, 0.1886, -0.1203, 0.0445
Si, 5.469, 8.2035, 0.6835, -0.1515, 0.1045, -0.0928
Si, 4.1187, 1.3498, 2.0514, 0.0218, -0.0189, 0.0246
Si, 9.5369, 1.3877, 2.0425, -0.0192, 0.0144, 0.018
Si, 1.3344, 4.1298, 2.0479, -0.005, 0.0193, 0.0165
Si, 6.856, 4.0675, 2.0621, 0.0206, -0.0254, 0.0176
Si, 4.0934, 6.8418, 2.0467, -0.0126, 0.02, 0.0307
Si, 9.5927, 6.804, 2.043, 0.0151, -0.0191, 0.0246
Si, 1.3822, 9.552, 2.0537, 0.0248, -0.0217, 0.0167
Si, 6.8021, 9.5875, 2.0506, -0.0255, 0.0121, 0.0201
Si, -0.0388, -0.0104, 3.3326, -0.009, 0.0072, 0.0113
Si, 5.4526, -0.0047, 3.5023, -0.0088, -0.0105, -0.019
Si, 2.7139, 2.734, 3.3324, -0.0287, -0.0106, 0.0283
Si, 8.1757, 2.6882, 3.5108, -0.002, -0.0062, -0.0062
Si, -0.0345, 5.4427, 3.5056, 0.0073, 0.0082, -0.0031
Si, 5.4563, 5.44, 3.3607, -0.0127, 0.0021, 0.0122
Si, 2.7434, 8.1896, 3.4738, -0.003, 0.0031, -0.009
Si, 8.1779, 8.1668, 3.3202, 0.009, 0.0058, 0.0268
Si, 1.3185, 1.3725, 4.6475, -0.0044, 0.035, -0.0103
Si, 6.8226, 1.3084, 4.9503, 0.0115, 0.0078, -0.051
Si, 4.0683, 4.0803, 4.6979, 0.0054, -0.004, 0.0015
Si, 9.5377, 4.0385, 4.9143, 0.0029, -0.0041, -0.0709
Si, 1.3634, 6.8315, 4.8588, 0.0127, -0.011, -0.0732
Si, 6.8448, 6.7932, 4.687, 0.0112, 0.0034, 0.0153
Si, 4.0922, 9.5563, 4.9006, 0.009, 0.0026, -0.0524
Si, 9.5079, 9.5569, 4.648, -0.0361, 0.0122, -0.0025
Si, 2.5753, 0.0321, 6.0938, -0.043, -0.01, 0.0191
Si, 8.23, -0.1669, 6.2403, 0.0314, -0.0158, -0.011
Si, 0.0244, 2.6226, 6.1964, 0.0025, -0.0414, 0.0156
Si, 5.3454, 2.7274, 6.182, -0.0156, 0.0058, 0.0002
Si, 2.7481, 5.4124, 6.16, 0.0036, -0.0133, 0.0029
Si, 8.1054, 5.4332, 6.1935, -0.0331, 0.013, 0.0127
Si, -0.08, 8.2755, 6.052, 0.0181, 0.049, 0.0425
Si, 5.5684, 8.1439, 6.1463, 0.028, 0.0107, 0.0011
Si, 3.4483, 1.85, 7.3348, -0.0325, 0.039, 0.0584
Si, 10.0819, 0.7448, 7.4033, 0.0117, -0.0106, 0.0286
Si, 1.7954, 3.6277, 7.3909, 0.0337, -0.0189, 0.0501
Si, 6.2069, 4.5605, 7.4017, -0.049, 0.0392, 0.0562
Si, 4.6089, 6.3433, 7.282, 0.0427, -0.0306, 0.0655
Si, 9.1866, 7.1951, 7.3233, -0.0125, 0.0213, 0.0593
As, 0.9001, 9.9412, 7.5165, 0.0002, -0.0061, -0.0071
Si, 7.4231, 8.8704, 7.477, 0.0212, -0.0571, 0.0474
O, 4.4781, 6.7588, 8.8768, -0.0276, 0.0046, 0.0003
O, 1.3971, 3.9948, 8.9618, -0.0001, 0.0195, -0.0045
O, 9.8284, 6.6698, 8.7635, -0.003, 0.0017, 0.0124
O, 6.193, 4.317, 9.054, 0.0136, -0.0081, -0.0052
O, 3.5829, 1.4445, 8.9406, 0.0223, -0.0078, 0.0179
O, 7.1887, 8.9535, 9.1322, -0.0027, 0.0267, -0.0162
O, 9.7376, 1.0028, 9.0127, -0.0032, -0.0001, 0.0001
O, 8.2278, 2.5477, 22.7471, -0.0019, 0.0085, -0.0066
O, 10.9889, 5.5684, 22.6531, 0.0044, 0.006, -0.0049
O, 5.6114, 0.1097, 22.6415, 0.0019, 0.0031, -0.0014
O, 5.3015, 5.4051, 22.6363, 0.0151, 0.0044, -0.0112
O, 2.1556, 2.8032, 22.4818, 0.0136, -0.0042, 0.0025
O, 3.3302, 7.8629, 22.5053, -0.0173, 0.006, 0.0011
O, 8.374, 8.7524, 22.4074, 0.0019, -0.0088, 0.0014
O, -0.1659, 11.2387, 22.7519, 0.0095, -0.0114, 0.0042
Si, 2.1612, 2.9878, 12.9078, 0.0037, -0.0019, -0.0039
Si, 8.7854, 1.2936, 10.3025, -0.0054, 0.005, 0.0064
Si, 1.0564, 4.5333, 15.3611, 0.0035, 0.0018, -0.0009
Si, 7.6189, 5.6662, 12.204, -0.0017, -0.0007, -0.0044
Si, 2.4135, 8.1901, 21.2056, 0.0034, -0.0033, -0.0055
Si, 5.4354, 7.8551, 12.4541, -0.001, -0.0026, 0.0016
Si, 9.2678, 0.5048, 15.4966, 0.0001, 0.0061, 0.0052
Si, 2.9146, -0.0212, 16.6625, -0.002, 0.0006, 0.0043
Si, 10.5256, 1.1265, 12.6319, -0.0009, 0.0086, -0.0022
Si, 7.7576, 2.8367, 21.231, 0.0047, 0.0033, -0.0028
Si, 9.092, 8.7827, 14.547, 0.0015, -0.0029, 0.0031
Si, 1.4817, 4.7859, 10.3834, -0.0028, 0.0046, 0.0038
Si, 4.4809, 9.4912, 19.1327, 0.0009, -0.0018, -0.0035
Si, 11.071, 6.1095, 21.1207, 0.0024, -0.0029, -0.0045
Si, 6.6096, 10.4857, 14.871, -0.0008, 0.0018, 0.0009
Si, 5.3834, 0.7393, 21.1671, 0.0003, -0.0017, -0.0096
As, 2.2216, 10.087, 10.618, -0.0032, -0.0078, 0.0019
Si, 0.4288, 10.6439, 21.3822, -0.0004, 0.0026, -0.0048
Si, 5.8499, 5.2672, 21.1235, 0.002, 0.0023, 0.0029
Si, 3.5597, 7.2011, 10.1315, -0.0019, 0.0038, 0.003
Si, 9.0393, 5.7386, 14.9127, -0.0023, -0.001, 0.0004
Si, 3.6443, 4.1086, 19.0946, -0.0025, 0.0017, -0.0002
Si, 10.0334, 3.6709, 19.3323, 0.002, -0.0017, 0.0005
Si, 4.2685, 8.7041, 15.3617, 0.0025, 0.0008, -0.002
Si, 0.4608, 1.9458, 17.1675, 0.0021, 0.0003, 0.0051
Si, 6.7928, 7.5412, 19.2433, -0.0034, 0.0024, -0.0052
Si, 5.2734, 3.6356, 16.7725, 0.0059, -0.0056, 0.0011
Si, 7.7835, 5.0065, 17.5439, -0.004, -0.0006, 0.0034
Si, 6.7363, 9.9409, 10.3495, -0.0018, 0.0102, 0.0042
Si, 4.5102, 1.0561, 10.217, 0.0092, 0.0031, -0.005
Si, 0.0723, 9.0067, 12.1093, 0.0029, -0.0072, 0.0004
Si, 9.0988, 8.6413, 20.9348, 0.0026, 0.0026, -0.013
Si, 4.5645, 1.7017, 14.6004, 0.0016, 0.0052, -0.0049
Si, 2.4425, 2.0972, 21.0407, -0.004, -0.001, -0.0089
Si, 6.4868, 3.3894, 10.359, 0.0017, -0.0031, 0.001
Si, 3.46, 5.9393, 16.7274, -0.0006, 0.0059, 0.0056
Si, 9.9638, 6.5941, 10.3792, 0.0035, -0.0012, -0.0038
O, 0.1272, 2.636, 18.6045, -0.0112, 0.0191, -0.0074
O, 2.9246, 9.6527, 15.5871, 0.0226, 0.0042, 0.0119
O, 10.8625, 4.8101, 20.1605, -0.0104, 0.0054, 0.0045
O, 7.722, 2.443, 9.886, -0.0089, -0.0043, 0.0203
O, 10.9191, 5.3207, 10.8057, -0.0024, 0.0158, -0.0158
O, 6.5895, 6.7657, 12.8338, 0.0051, 0.0034, -0.0204
O, 10.5462, 8.0527, 10.8646, 0.0054, -0.0043, 0.0192
O, 7.6507, 9.4678, 14.0447, 0.0109, -0.0002, 0.0362
O, 8.4801, 6.3498, 11.002, 0.0084, -0.0119, 0.019
O, 5.3571, 10.4831, 20.0752, -0.0144, 0.0085, 0.0111
O, 2.1811, 3.7376, 11.4437, -0.0117, 0.0031, -0.0058
O, 7.9766, 8.5544, 19.7482, -0.0053, -0.0159, 0.0158
O, 6.2098, 6.7441, 20.5483, 0.0047, -0.0131, -0.0175
O, 5.5293, 2.7268, 15.4467, 0.0014, -0.0031, -0.0002
O, 1.3017, 0.9386, 20.6984, 0.0166, 0.0037, 0.0265
O, 6.1116, 9.1027, 11.61, -0.0005, -0.0125, -0.0174
O, 4.6693, 5.0172, 16.1433, -0.0144, -0.0011, 0.0307
O, 6.6033, 3.8931, 17.6861, -0.0013, 0.0173, -0.006
O, 10.5939, 10.5786, 11.9589, 0.0038, -0.0005, 0.0187
O, 5.5872, 0.5346, 14.0036, -0.0025, 0.0064, 0.0389
O, 8.0083, 5.0489, 15.9424, 0.0205, 0.0083, -0.0023
O, 9.7437, 9.8687, 15.5872, -0.0252, 0.0136, -0.0299
O, -0.3934, 5.2318, 15.2196, -0.0049, -0.001, -0.002
O, 1.5674, 6.8438, 20.8037, -0.0096, 0.0154, 0.0198
O, 1.5001, 0.6591, 17.1791, -0.004, 0.0179, -0.0077
O, 6.5933, 1.7737, 20.8007, -0.0002, 0.0036, 0.0226
O, 1.0806, 1.7483, 12.8519, -0.0091, 0.0154, -0.0034
O, 3.2355, 5.5193, 18.3184, 0.0185, -0.0235, -0.0173
O, 9.6711, 1.9514, 11.5161, 0.002, -0.0149, 0.0013
O, 1.0264, 3.1397, 16.2097, -0.0099, 0.0032, 0.0009
O, 8.6449, 5.2702, 13.4065, -0.0097, 0.0162, 0.0069
O, 10.2111, 8.4482, 13.4039, -0.0003, 0.021, -0.0044
O, 1.4461, 9.4102, 21.6783, -0.0021, 0.0087, -0.0108
O, 10.0771, 9.944, 20.6072, -0.0075, -0.023, 0.0195
O, 3.5676, 0.2282, 11.291, 0.0104, 0.0085, -0.0292
O, 5.2216, 2.4241, 10.7875, 0.0209, -0.0074, -0.0244
O, 1.6442, 4.1609, 13.8995, -0.0039, -0.0162, 0.015
O, 8.0098, 10.8706, 10.8128, -0.0147, 0.0087, -0.0248
O, 9.1434, 4.486, 18.2447, -0.0094, -0.0089, 0.0063
O, 5.6276, 9.5521, 15.8073, -0.0049, 0.008, -0.0333
O, 5.6503, 0.0208, 9.687, 0.0018, 0.0076, 0.0309
O, 3.6194, 2.4029, 13.4399, -0.0124, 0.0002, 0.0123
O, 2.0281, 5.6602, 16.0116, 0.0112, -0.0187, -0.0035
O, 9.7108, 1.1135, 14.0405, 0.0078, -0.0174, 0.005
O, 4.3816, 7.0576, 11.5159, 0.0048, 0.0227, -0.0154
O, 4.7376, 4.5144, 20.2208, 0.0078, 0.01, -0.0037
O, 9.9562, 1.3879, 16.6502, 0.0135, -0.0073, -0.0202
O, 6.8428, 4.3415, 11.6389, 0.0084, 0.0149, -0.015
O, 5.5802, 8.4113, 18.5745, 0.0087, -0.0046, 0.029
O, 9.0724, 2.7409, 20.2721, -0.0077, 0.0228, 0
O, 3.6012, 1.1562, 15.7882, 0.0033, -0.0102, -0.0147
O, 4.2068, 3.097, 17.9136, -0.0056, 0.037, 0.0082
O, 9.9134, 7.2282, 20.891, 0.0073, 0.004, 0.008
O, 3.1789, 8.7734, 9.8549, -0.002, -0.0144, 0.0312
O, 3.9539, 7.4491, 16.3628, -0.0045, -0.004, -0.0148
O, 7.6367, 0.5249, 15.7055, 0.0154, -0.0146, -0.023
O, 8.8495, 7.3352, 15.2182, 0.0059, 0.0025, -0.0117
O, 3.9282, 1.4509, 21.1271, 0.0027, 0.0033, 0.0007
O, 1.7244, 9.0774, 12.108, -0.0151, -0.0018, -0.0286
O, 2.3107, 6.1744, 10.2179, 0.0103, -0.0072, 0.0026
O, 7.3444, 6.4609, 18.1466, -0.0019, -0.0099, 0.0121
O, 7.2098, 4.369, 21.1117, -0.0192, -0.0134, 0.0019
O, 4.5989, 8.2988, 13.8006, 0.0146, -0.0038, 0.0033
O, 3.3296, 8.6662, 19.9523, 0.0064, 0.0109, 0.0103
O, 2.4813, 3.263, 19.8789, 0.0162, -0.0146, 0.017
O, 3.7359, 10.3831, 17.9791, -0.0068, -0.0042, 0.0002

Results
free energy: -139072.146 eV
free energy less fixed offsets of As -4857.07, O -569.03, Si -635.61 eV per atom: -1.666 eV

The program warned: the cutoff lies below the one the program advises for these potential files; the exchange-correlation potential is rough where the density is thin.
